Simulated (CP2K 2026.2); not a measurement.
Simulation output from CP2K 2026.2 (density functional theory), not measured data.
Periodic cell of 504 atoms, Si360O144, from a study of silicon, its oxide and their interface. The atomic structure is a simulated model.
Doubt: the forces sum to 3.48 eV/angstrom along one axis rather than to zero, so they err by at least 0.0069 eV/angstrom per atom on average; the grid cutoff is modest.

Settings
functional: PBE
method: Gaussian and plane waves
basis set: DZVP-MOLOPT-SR-GTH
pseudopotentials: GTH-PBE
grid cutoff: 300 Ry, relative cutoff 40 Ry
k points: Gamma only
occupations: fixed
spin: none
net charge: 0

Cell vectors (angstrom)
a	16.32	0	0
b	0	16.32	0
c	-4.7755	6.4886	33.7583

Atoms and the computed forces on them: element, x, y, z (angstrom), force x, y, z (eV/angstrom)
Si	1.003	-1.122	0.052	0.152	-0.204	0.78
Si	3.578	1.601	-0.197	0.456	-0.269	0.686
Si	1.449	3.955	0.097	-0.217	0.157	0.751
Si	4.339	6.546	0.092	-0.097	0.107	0.708
Si	1.276	-6.375	-0.041	0.1	-0.348	0.647
Si	4.32	-4.097	0.129	-0.187	0.066	0.699
Si	7.113	-1.564	0.031	-0.106	0.148	0.712
Si	9.834	1.158	0.047	-0.155	0.092	0.752
Si	6.539	4.273	-0.013	0.126	-0.18	0.707
Si	9.814	6.536	0.105	-0.099	-0.03	0.705
Si	6.446	9.906	0.053	0.076	-0.182	0.742
Si	-7.111	-3.885	0.107	0.179	0.001	0.692
Si	-4.279	-1.03	0.157	-0.038	-0.196	0.688
Si	-1.23	1.081	0.104	-0.074	0.243	0.735
Si	-4.344	4.255	-0.05	0.268	-0.082	0.706
Si	-1.534	6.981	0.056	0.242	-0.183	0.795
Si	-3.795	-7.147	0.121	-0.144	0.171	0.775
Si	-1.17	-4.454	0.303	0.032	0.154	0.727
Si	2.637	0.017	1.288	-0.012	-0.011	-0.057
Si	5.339	2.631	1.154	-0.036	0	-0.045
Si	2.729	5.433	1.378	-0.009	-0.014	-0.049
Si	5.433	8.204	1.344	0.006	-0.007	-0.048
Si	2.741	-5.298	1.416	0.019	0.011	-0.03
Si	5.529	-2.62	1.418	0.014	-0.003	-0.049
Si	8.245	-0.003	1.342	0.021	-0.004	-0.062
Si	-5.417	2.74	1.389	0.008	-0.007	-0.048
Si	8.14	5.411	1.31	0.008	0	-0.014
Si	-5.399	8.094	1.443	-0.004	-0.002	-0.077
Si	8.075	10.903	1.425	0.004	-0.012	-0.045
Si	-5.452	-2.719	1.323	0.016	0.002	-0.049
Si	-2.75	0.039	1.534	0.012	-0.009	-0.044
Si	-0.072	2.709	1.367	0.002	-0.018	-0.058
Si	-2.739	5.398	1.312	-0.01	0.015	-0.051
Si	0.145	8.181	1.206	-0.027	0.026	-0.052
Si	-2.723	-5.603	1.54	-0.015	-0.012	-0.05
Si	-0.047	-2.728	1.407	-0.026	0.013	-0.02
Si	1.327	1.366	2.72	0.004	0.004	0.046
Si	4.082	4.005	2.664	0.021	-0.02	0.048
Si	1.387	6.83	2.681	-0.022	0.01	0.004
Si	4.045	9.534	2.718	0	0.02	0.009
Si	1.367	-4.003	2.787	-0.001	-0.007	0.022
Si	4.062	-1.289	2.666	-0.03	-0.023	0.016
Si	6.763	1.351	2.585	0.01	0.03	-0.002
Si	9.473	4.057	2.711	0.002	0.007	0.02
Si	6.834	6.84	2.679	0.005	-0.01	0.021
Si	9.504	9.51	2.694	-0.005	-0.003	0.015
Si	6.789	12.282	2.817	0.022	0.014	0.033
Si	-6.764	-1.364	2.755	-0.002	-0.006	0.021
Si	-4.065	1.452	2.82	-0.02	0.01	0.033
Si	-1.4	4.077	2.714	0.001	0.01	0.012
Si	-4.045	6.737	2.778	0.02	-0.017	0.035
Si	-1.256	-6.924	2.762	0.038	-0.044	0.055
Si	-4.103	-4.099	2.707	0	0.012	0.013
Si	-1.407	-1.403	2.794	0.011	-0.008	0.038
Si	-0.012	-0.011	4.092	-0.004	0.014	-0.014
Si	2.715	2.707	4.072	-0.007	0.012	-0.002
Si	0.001	5.455	4.029	0.004	-0.003	-0.003
Si	2.712	8.169	4.084	0	0.027	-0.002
Si	0.021	-5.449	4.091	-0.024	0.014	-0.013
Si	2.747	-2.655	4.093	-0.005	0.009	0.018
Si	5.437	0.034	4.032	0.015	-0.004	-0.009
Si	8.102	2.693	4.027	0.002	-0.008	0.011
Si	5.449	5.425	4	-0.005	0.004	-0.023
Si	8.169	8.162	4.082	-0.005	-0.004	0.011
Si	5.41	10.884	4.1	-0.001	0.006	-0.011
Si	8.184	-2.698	4.133	0.006	0.001	-0.008
Si	-5.432	0.023	4.108	0	-0.021	-0.015
Si	-2.707	2.771	4.159	-0.011	-0.003	0.012
Si	-5.464	5.406	4.09	0.008	-0.004	-0.012
Si	-2.661	8.087	4.121	0.013	-0.003	-0.006
Si	-5.463	-5.447	4.067	0.006	-0.007	0.001
Si	-2.761	-2.764	4.116	-0.003	-0.003	0.023
Si	1.354	-1.336	16.358	0.001	-0.003	-0.007
Si	4.073	1.358	16.362	0.001	-0.014	-0.008
Si	1.353	4.018	16.348	-0.018	0.005	0.006
Si	4.063	6.777	16.323	-0.007	-0.006	-0.004
Si	1.343	-6.822	16.329	0.005	-0.021	-0.003
Si	4.077	-4.067	16.279	0.011	0.002	-0.013
Si	6.798	-1.335	16.305	-0.001	-0.01	-0.011
Si	-6.775	1.368	16.276	0.009	-0.004	-0.013
Si	6.773	4.089	16.323	-0.003	0.004	-0.004
Si	-6.802	6.798	16.295	-0.001	0.012	-0.011
Si	6.788	9.498	16.278	-0.001	-0.002	-0.003
Si	-6.772	-4.04	16.279	0.004	0.01	-0.012
Si	-4.057	-1.347	16.334	0.003	0.015	0.006
Si	-1.338	1.357	16.379	0.001	-0.001	-0.009
Si	-4.06	4.078	16.341	-0.001	0.008	-0.01
Si	-1.387	6.77	16.273	0	0.017	-0.015
Si	-4.076	9.524	16.281	0.003	-0.008	-0.006
Si	-1.336	-4.067	16.332	-0.004	0.011	-0.009
Si	2.681	0.041	17.75	-0.01	0.001	-0.001
Si	5.441	2.721	17.714	0.004	0.017	0.022
Si	2.73	5.367	17.673	0.019	0.006	0.011
Si	5.43	8.143	17.665	0.016	0.01	-0.005
Si	2.737	-5.438	17.633	-0.017	0.014	-0.018
Si	5.403	-2.681	17.638	0.011	0.004	0.011
Si	8.211	0.009	17.632	-0.01	0.003	-0.015
Si	-5.457	2.727	17.664	0	-0.009	0.012
Si	8.129	5.471	17.656	0.004	-0.007	-0.009
Si	-5.417	8.147	17.63	-0.014	0.006	0.02
Si	8.168	10.897	17.556	-0.016	-0.003	-0.005
Si	-5.42	-2.7	17.691	-0.014	-0.01	0.007
Si	-2.707	0.001	17.727	-0.004	-0.002	0.025
Si	0.017	2.689	17.794	0.012	0.003	0.006
Si	-2.66	5.408	17.704	0.008	-0.007	0.01
Si	-0.078	-8.194	17.642	0.005	0.012	0.002
Si	-2.731	-5.428	17.643	0.01	-0.017	0.001
Si	0.031	-2.726	17.722	0.009	-0.004	0.013
Si	1.385	1.385	19.238	0.015	-0.013	0.006
Si	4.08	4.052	19.127	-0.028	0.008	-0.006
Si	1.251	6.677	18.922	-0.016	-0.046	-0.035
Si	4.079	-6.789	18.99	0.015	0.016	-0.02
Si	1.426	-4.114	19.049	0.009	0.003	-0.023
Si	4.03	-1.356	19.05	0.001	-0.034	-0.014
Si	6.899	1.376	18.992	0.012	0.011	-0.017
Si	-6.842	4.104	18.988	-0.012	0.01	-0.033
Si	6.773	6.799	19.055	0	0.001	-0.004
Si	-6.798	9.556	18.905	0.007	0.003	-0.048
Si	6.816	-4.058	18.891	0.004	0.006	-0.044
Si	9.544	-1.318	19.039	0.007	0.004	-0.007
Si	-4.096	1.398	19.045	0.01	-0.01	-0.036
Si	-1.34	4.05	19.161	-0.024	0.031	-0.011
Si	-4.04	6.787	18.992	0.007	0.018	-0.022
Si	-1.41	-6.792	19.008	-0.004	-0.009	-0.022
Si	-4.065	-4.083	19.036	-0.002	0.006	-0.008
Si	-1.334	-1.375	19.091	-0.01	0.02	-0.039
Si	-0.006	-0.024	20.542	-0.016	-0.013	0.066
Si	2.766	2.746	20.66	0.02	0.002	0.078
Si	0.067	5.363	20.538	0.032	-0.003	0.049
Si	2.599	8.102	20.117	0	-0.002	0.043
Si	0.022	-5.489	20.345	-0.013	-0.007	0.045
Si	2.746	-2.765	20.486	0.012	0.024	0.039
Si	5.511	0.007	20.259	-0.002	-0.015	0.041
Si	8.181	2.769	20.425	-0.011	-0.008	0.04
Si	5.468	5.422	20.474	0.029	-0.013	0.028
Si	8.15	8.253	20.276	-0.005	0.013	0.034
Si	5.489	-5.392	20.278	-0.002	-0.011	0.053
Si	8.162	-2.728	20.289	-0.018	-0.021	0.052
Si	-5.444	0.05	20.429	0	0.022	0.052
Si	-2.793	2.751	20.49	-0.018	-0.004	0.066
Si	-5.448	5.441	20.293	-0.008	-0.006	0.043
Si	-2.76	-8.142	20.393	-0.013	0	0.042
Si	-5.466	-5.445	20.327	-0.022	0.002	0.079
Si	-2.704	-2.774	20.433	0.017	0.018	0.06
Si	1.092	-1.71	21.8	0.162	0.198	-0.717
Si	4.517	1.528	21.699	-0.235	0.036	-0.712
Si	1.718	4.413	22.08	-0.279	-0.35	-0.743
Si	3.781	6.687	21.477	0.169	-0.126	-0.664
Si	1.099	-7.183	21.56	0.044	0.202	-0.765
Si	4.467	-3.862	21.708	-0.265	-0.058	-0.678
Si	6.603	-1.57	21.577	0.156	0.062	-0.739
Si	-6.551	1.677	21.761	-0.084	-0.195	-0.771
Si	6.638	3.855	21.853	0.123	0.235	-0.695
Si	-6.617	7.046	21.488	-0.104	-0.047	-0.731
Si	7.097	-6.435	21.598	-0.107	-0.225	-0.801
Si	9.314	-4.255	21.629	0.17	0.167	-0.777
Si	-3.864	-1.16	21.675	-0.205	-0.147	-0.833
Si	-1.694	1.102	21.758	0.181	0.17	-0.806
Si	-4.401	3.968	21.785	0.237	0.073	-0.719
Si	-1.176	6.998	21.645	-0.14	-0.195	-0.755
Si	-4.432	-7.056	21.671	0.227	0.095	-0.767
Si	-1.117	-3.976	21.711	-0.192	-0.107	-0.68
Si	-6.488	1.785	-7.307	-0.007	0.078	-0.007
Si	-2.609	2.767	-2.171	-0.085	-0.009	0.099
Si	-2.631	5.368	23.93	-0.19	0.03	-0.136
Si	6.781	-7.481	-2.844	-0.131	0.045	0.063
Si	-5.777	-4.355	-2.54	-0.011	-0.003	0.063
Si	-7.412	-2.16	-4.161	-0.011	0.038	0.055
Si	-5.622	-4.259	26.12	-0.024	-0.027	-0.005
Si	0.639	-6.682	-5.252	-0.03	0.005	0.01
Si	5.502	8.151	23.487	0.12	0.011	-0.002
Si	-2.996	-2.968	-1.773	-0.053	0.06	0.107
Si	-4.585	-6.969	-2.88	0.032	-0.018	0.094
Si	-5.016	-2.472	-5.763	-0.11	0.04	0.027
Si	-1.303	-5.178	24.584	0.001	-0.017	-0.165
Si	-6.945	7.444	-2.749	0.025	0.083	0.053
Si	8.074	2.54	-2.202	0.013	-0.026	0.164
Si	-3.964	7.087	26.117	0.007	0.068	-0.024
Si	3.275	-7.899	-5.325	-0.02	0.058	-0.016
Si	0.602	1.678	-4.839	0.045	0.056	0.007
Si	6.965	-0.298	-2.775	0.039	0.011	0.07
Si	-1.442	2.534	24.554	-0.156	-0.044	-0.107
Si	4.927	-0.053	-5.038	-0.012	0.011	0.021
Si	-7.936	-0.194	23.826	0.083	-0.055	-0.155
Si	3.715	-4.47	24.631	0.031	-0.035	-0.102
Si	-6.067	4.713	-6.676	0.043	0.032	-0.093
Si	3.102	1.666	-3.204	0.03	-0.118	0.181
Si	-3.937	0.007	-7.131	0.033	0.135	0.067
Si	4.903	-5.601	-4.531	-0.086	0.063	0.086
Si	-7.848	4.804	-4.131	0.007	-0.011	0.04
Si	-4.314	-6.923	-7.204	-0.006	-0.088	-0.016
Si	7.74	5.96	23.692	-0.004	-0.115	-0.037
Si	-4.057	-6.49	24.699	0.084	0.024	-0.104
Si	-0.063	-1.74	-6.307	0.08	-0.019	0.041
Si	7.087	-3.836	-5.983	-0.022	-0.158	-0.029
Si	2.527	-2.791	-2.09	0.012	-0.017	0.129
Si	1.464	-4.169	-6.885	0.059	0.081	0.141
Si	-0.436	5.098	-2.139	-0.021	-0.027	0.201
Si	1.416	2.962	24.867	0.077	0.225	-0.091
Si	3.456	4.522	-4.16	-0.102	-0.004	0.044
Si	3.528	0.857	24.428	0.073	-0.051	-0.066
Si	2.682	-2.078	-5.09	-0.101	-0.085	-0.022
Si	1.521	-6.618	24.49	0.007	0.024	-0.165
Si	-2.453	-7.524	-5.004	-0.015	-0.037	-0.018
Si	-3.574	6.552	-6.62	0.02	0.147	0.014
Si	-2.449	0.913	-4.607	-0.045	0.122	0.028
Si	-6.599	-5.001	-6.877	-0.086	-0.009	0.103
Si	6.034	4.467	-5.633	-0.035	0.071	0.062
Si	4.228	7.163	-2.755	-0.088	0.132	0.024
Si	2.167	-1.695	24.728	-0.112	-0.062	-0.14
Si	-5.705	-2.406	23.854	-0.101	-0.026	-0.205
Si	6.855	1.668	-6.855	-0.072	-0.005	-0.03
Si	4.877	6.678	-7.334	0.061	-0.014	-0.047
Si	-2.532	-2.059	-4.376	0.009	0.06	-0.131
Si	2.233	-5.563	-2.784	0.182	-0.078	0.054
Si	0.58	4.856	-4.936	-0.019	-0.134	0.023
Si	1.366	-1.337	5.458	-0.003	-0.008	0.008
Si	4.086	1.367	5.429	-0.006	-0.002	0.005
Si	1.36	4.091	5.405	-0.019	0	0.011
Si	4.09	6.781	5.394	0.005	-0.001	0.003
Si	1.373	9.525	5.46	-0.013	-0.01	0.001
Si	4.072	12.262	5.451	0.002	-0.009	0.009
Si	6.785	-1.331	5.429	-0.009	0.001	0.002
Si	9.478	1.361	5.425	-0.004	0.014	0.003
Si	6.79	4.083	5.403	-0.009	0.005	0.002
Si	9.521	6.797	5.438	0.007	-0.005	0.013
Si	6.795	9.521	5.434	0.002	0.002	0.011
Si	9.526	12.231	5.463	0.007	0.007	0.01
Si	-4.088	-1.36	5.46	0.003	0.005	0.007
Si	-1.352	1.363	5.459	0.01	-0.001	0.015
Si	-4.105	4.091	5.487	0.005	0.02	0.01
Si	-1.33	6.754	5.481	-0.008	-0.009	0.011
Si	-4.064	-6.816	5.406	0.003	0.009	-0.01
Si	-1.368	-4.11	5.448	0.019	-0.001	0.008
Si	2.732	0.014	6.808	0.007	0.001	0.004
Si	5.437	2.735	6.786	0	0	0
Si	2.722	5.444	6.775	-0.003	0.007	-0.006
Si	5.436	8.145	6.777	0.005	0.003	-0.004
Si	2.723	10.892	6.812	-0.008	0.009	0.001
Si	5.443	-2.705	6.799	0.001	-0.004	0.001
Si	8.14	0.011	6.805	-0.004	-0.006	-0.002
Si	10.849	2.708	6.803	0.001	0.002	0.002
Si	8.152	5.432	6.782	0.01	0.003	0.003
Si	10.89	8.16	6.787	0.006	-0.015	-0.002
Si	8.153	10.875	6.806	-0.003	0.004	0.005
Si	10.878	-2.721	6.819	-0.002	-0.003	0
Si	-2.717	-0.001	6.809	-0.006	-0.011	0.004
Si	0.014	2.732	6.794	-0.003	0	0
Si	-2.722	5.432	6.835	0.005	-0.008	0.01
Si	0.012	8.155	6.813	-0.001	-0.001	0.004
Si	-2.728	-5.461	6.803	0.005	0.002	-0.001
Si	0	-2.727	6.79	-0.004	-0.005	0.002
Si	1.37	1.373	8.159	0.009	0.008	0.002
Si	4.074	4.086	8.147	0.004	-0.004	0.003
Si	1.375	6.796	8.161	-0.004	0.008	-0.004
Si	4.087	9.515	8.149	-0.001	-0.003	-0.005
Si	1.355	-4.079	8.165	0.003	-0.01	0.001
Si	4.081	-1.356	8.166	-0.004	-0.006	-0.004
Si	6.79	1.375	8.161	0.008	0	-0.003
Si	9.507	4.082	8.159	-0.001	-0.001	-0.004
Si	6.795	6.793	8.145	-0.005	0.001	-0.007
Si	9.523	9.515	8.153	0.006	0.008	-0.013
Si	6.799	-4.073	8.16	0.001	0.001	-0.002
Si	9.507	-1.356	8.161	-0.004	-0.007	-0.002
Si	-4.092	1.354	8.157	-0.009	-0.006	0
Si	-1.356	4.067	8.171	-0.019	0	-0.001
Si	-4.08	6.809	8.17	0.016	0.007	0
Si	-1.361	-6.811	8.165	-0.007	-0.007	0.003
Si	-4.076	-4.085	8.164	0.003	0.005	-0.004
Si	-1.354	-1.365	8.157	0.007	0.008	-0.001
Si	0.008	0.001	9.509	-0.001	-0.005	-0.001
Si	2.723	2.729	9.52	-0.003	-0.001	0.002
Si	0.005	5.437	9.519	0.001	-0.002	0.001
Si	2.727	8.161	9.519	0.004	0.001	-0.002
Si	-0.002	-5.444	9.521	-0.007	0.006	-0.004
Si	2.719	-2.719	9.521	-0.005	-0.003	-0.003
Si	5.438	0.008	9.522	-0.005	0.004	0.001
Si	8.154	2.724	9.524	0	0.005	0.001
Si	5.437	5.44	9.511	0.001	0.009	-0.003
Si	8.156	8.154	9.506	0.003	-0.012	-0.006
Si	5.439	-5.44	9.513	0.008	-0.001	-0.005
Si	8.156	-2.715	9.524	0.001	0	0
Si	-5.446	-0.002	9.521	0	-0.003	-0.003
Si	-2.725	2.709	9.52	0.01	-0.003	0
Si	-5.443	5.439	9.516	0.001	0.004	-0.002
Si	-2.717	8.158	9.532	-0.007	0.003	0.002
Si	-5.44	-5.443	9.517	-0.003	0.001	-0.002
Si	-2.715	-2.722	9.519	0.002	-0.009	0.002
Si	1.36	-1.359	10.878	0.012	-0.004	-0.001
Si	4.077	1.365	10.88	-0.003	0.005	0.005
Si	1.359	4.078	10.883	0.004	0.002	0
Si	4.081	6.796	10.877	0.006	-0.002	0.002
Si	1.361	9.517	10.88	-0.008	-0.002	0.001
Si	4.078	-4.081	10.879	-0.003	-0.004	-0.001
Si	6.798	-1.352	10.883	0.005	-0.006	0
Si	9.52	1.365	10.881	-0.002	0.001	-0.002
Si	6.793	4.081	10.879	0	-0.002	0.002
Si	9.513	6.798	10.87	-0.002	0.01	-0.003
Si	6.799	9.518	10.87	0.001	0.008	-0.003
Si	9.524	-4.077	10.874	0.001	-0.003	0
Si	-4.077	-1.359	10.876	-0.001	0.002	0
Si	-1.355	1.353	10.874	-0.01	-0.012	-0.001
Si	-4.08	4.077	10.877	-0.003	0.002	0.001
Si	-1.355	6.792	10.884	-0.003	0.007	0.002
Si	-4.079	9.523	10.881	0.002	-0.003	0.002
Si	-1.356	-4.078	10.88	0.004	0	0
Si	2.718	0.001	12.236	-0.004	-0.003	-0.003
Si	5.432	2.725	12.241	0.004	-0.004	0
Si	2.721	5.434	12.24	-0.006	0.006	0
Si	5.437	8.159	12.233	0	-0.003	-0.002
Si	2.714	10.883	12.241	0.005	-0.002	0.004
Si	5.436	-2.715	12.24	0	0.001	0.004
Si	8.157	0.012	12.241	0.004	0	0.005
Si	10.887	2.718	12.246	-0.001	-0.003	0.005
Si	8.161	5.436	12.234	-0.002	0.007	0.001
Si	10.873	8.159	12.226	-0.005	-0.006	0
Si	8.159	10.883	12.225	0.004	-0.001	0
Si	10.886	-2.718	12.235	-0.002	-0.006	0.004
Si	-2.711	-0.002	12.236	0.011	-0.001	0.001
Si	0.002	2.711	12.241	0.001	0	0.001
Si	-2.715	5.428	12.241	-0.001	0.002	0.004
Si	0.006	8.151	12.243	0.001	0.001	0.002
Si	-2.713	-5.438	12.237	-0.002	0.008	0.006
Si	0	-2.716	12.242	-0.011	-0.002	0.001
Si	1.357	1.346	13.604	0.005	-0.009	0.001
Si	4.066	4.071	13.608	-0.003	0.005	-0.003
Si	1.36	6.783	13.605	0.007	-0.002	-0.001
Si	4.067	9.511	13.594	0.003	-0.001	0.009
Si	1.357	-4.072	13.606	-0.003	0.004	0.01
Si	4.078	-1.349	13.601	-0.003	-0.003	0.002
Si	6.792	1.372	13.601	-0.011	0.014	0.001
Si	9.522	4.079	13.601	0.001	-0.001	0.007
Si	6.795	6.792	13.585	0.007	0.005	0.003
Si	9.52	9.528	13.583	-0.008	0.001	0.001
Si	6.804	-4.077	13.588	0.006	-0.008	0.004
Si	9.528	-1.347	13.587	0.002	-0.001	0.004
Si	-4.054	1.364	13.602	0.005	-0.012	-0.002
Si	-1.356	4.065	13.607	0.001	-0.002	0.008
Si	-4.093	6.792	13.579	-0.008	0.018	-0.004
Si	-1.354	9.518	13.594	0.001	-0.006	0.005
Si	-4.06	-4.068	13.594	0	-0.003	0.01
Si	-1.355	-1.353	13.606	-0.006	0.005	0.002
Si	-0.004	0.004	14.982	0.003	-0.005	-0.001
Si	2.716	2.692	14.97	-0.006	0.001	0.003
Si	0.015	5.407	14.97	0.001	0.005	-0.002
Si	2.709	8.147	14.966	0	-0.004	-0.007
Si	0.002	-5.443	14.964	-0.005	-0.005	0.006
Si	2.706	-2.692	14.963	0.006	0.008	0.002
Si	5.428	0.02	14.965	0.004	-0.002	-0.007
Si	8.149	2.732	14.961	-0.006	-0.01	-0.003
Si	5.429	5.44	14.949	-0.003	0.004	0.003
Si	8.162	8.154	14.928	-0.005	-0.002	0
Si	5.434	10.877	14.934	-0.003	0	-0.002
Si	8.159	-2.698	14.94	0	0.004	0.002
Si	-5.412	-0.003	14.945	-0.006	0.001	-0.003
Si	-2.699	2.71	14.991	0.006	-0.005	0.007
Si	-5.427	5.43	14.962	0.005	0.01	0.001
Si	-2.732	8.149	14.925	-0.008	-0.01	-0.006
Si	-5.431	-5.427	14.931	0.003	-0.003	0.002
Si	-2.703	-2.713	14.971	0.001	0	-0.001
O	5.516	-2.668	22.123	-0.107	0.126	0.444
O	4.1	-6.523	-5.607	0.039	0.214	-0.452
O	-2.765	-0.06	22.159	-0.033	-0.203	0.261
O	-0.07	8.117	22.089	0.026	0.134	0.246
O	-4.023	-6.388	23.09	0.285	0.426	0.095
O	-4.71	5.472	-6.24	0.049	-0.159	0.368
O	1.7	-7.991	25.333	-0.234	-0.554	-0.36
O	1.565	1.271	-3.592	-0.153	-0.122	0.223
O	-4.475	-1.775	23.044	0.344	0.037	0.384
O	-5.468	2.81	22.265	-0.069	0.052	0.233
O	5.332	-5.284	-0.378	-0.177	-0.071	-0.223
O	-3.865	3.484	-1.424	-0.321	-0.16	-0.48
O	-0.121	-0.017	-0.394	-0.029	0.045	-0.295
O	1.627	-1.697	-1.333	0.159	-0.014	-0.601
O	-0.015	-6.146	24.665	-0.328	-0.168	0.202
O	7.046	-6.92	-1.359	0.546	0.006	-0.066
O	-8.108	-5.359	22.117	-0.167	0.018	0.709
O	7.183	3.608	-1.361	-0.172	0.35	-0.191
O	-2.653	8.097	-0.322	-0.111	-0.02	-0.529
O	-5.75	-6.375	-6.678	-0.412	-0.134	0.508
O	-0.042	2.473	25.326	-0.021	-0.112	0.335
O	1.313	4.051	23.643	-0.249	0.228	0.307
O	7.298	4.449	23.245	0.319	-0.125	0.262
O	3.659	1.096	-1.772	0.266	-0.327	-0.362
O	0.887	-1.953	25.677	-0.045	0.264	-0.165
O	-5.437	5.412	-0.474	-0.165	0.137	-0.273
O	-2.006	1.604	-1.227	-0.098	-0.379	-0.321
O	7.646	-2.663	-5.028	-0.427	0.113	-0.07
O	4.281	7.832	22.51	-0.466	0.585	0.027
O	5.454	5.44	-0.427	-0.038	0.071	-0.52
O	-7.25	1.075	23.104	-0.182	0.348	0.519
O	-3.335	-1.559	-1.061	0.379	0.23	-0.391
O	8.149	-2.749	-0.439	-0.142	0.163	-0.496
O	-1.23	1.735	23.176	0.409	-0.008	0.173
O	0.292	3.267	-4.887	-0.148	-0.09	0.1
O	-0.039	-5.442	-0.35	-0.028	0.315	-0.525
O	-3.133	-7.146	-3.58	0.469	0.25	0.095
O	5.965	5.635	-6.75	0.256	0.007	-0.178
O	-4.416	-3.619	-2.119	-0.017	0.121	-0.039
O	-1.486	3.901	-2.342	0.131	0.004	-0.193
O	-2.978	2.1	-3.616	-0.285	0.267	-0.153
O	3.775	-3.239	-1.155	0.465	0.509	-0.403
O	-7.355	6.356	22.745	0.069	-0.128	0.294
O	-7.161	5.924	-3.214	0.269	-0.37	-0.056
O	3.357	8.124	-3.724	-0.401	0.204	0.286
O	-2.149	-3.952	-0.866	-0.087	-0.304	-0.288
O	4.981	-4.61	25.626	0.345	0.359	-0.016
O	2.806	5.623	22.259	0.241	0.137	0.197
O	7.236	-2.054	26.347	-0.33	-0.22	-0.232
O	7.29	-0.871	22.864	-0.322	0.243	0.243
O	4.526	4.071	-5.26	-0.064	-0.378	-0.184
O	-3.86	-2.926	-4.729	-0.031	-0.401	0.086
O	5.896	0.552	-6.188	-0.135	-0.342	-0.412
O	2.564	-3.534	-5.836	0.301	-0.409	-0.012
O	4.135	-4.672	23.082	-0.002	-0.427	0.034
O	3.095	-0.475	25.232	0.182	-0.064	0.42
O	-4.387	-6.651	-1.305	-0.158	0.298	-0.069
O	-3.93	4.815	23.112	-0.072	0.078	0.524
O	-7.215	4.99	-5.594	-0.011	0.365	-0.025
O	-3.046	0.929	-6.127	0.332	0.098	-0.184
O	3.088	-2.999	24.728	0.246	0.027	0.201
O	1.647	-4.11	-2.372	-0.622	0.054	0.08
O	5.569	2.674	22.253	-0.114	-0.203	0.187
O	-7.082	1.906	-1.275	0.258	0.358	-0.12
O	0.02	5.574	-3.602	0.154	0.434	-0.133
O	3.914	-1.174	-5.66	-0.113	-0.148	-0.652
O	-0.376	-0.439	-7.227	-0.527	-0.003	-0.104
O	6.422	-6.959	22.976	0.162	0.344	0.414
O	-2.82	7.241	-5.346	0.28	-0.383	0.522
O	-1.086	6.357	-1.379	0.096	0.23	-0.168
O	-8.095	-7.941	-3.398	0.039	0.316	-0.621
O	-2.607	-5.936	25.187	0.182	-0.129	0.687
O	-1.631	-4.731	23.06	-0.308	-0.131	-0.192
O	-8.036	-4.959	-6.096	0.026	-0.618	0.085
O	-2.008	-2.722	-3.018	0.564	-0.266	0.071
O	3.684	7.248	-1.234	-0.383	0.377	-0.126
O	2.131	-6.504	-1.448	0.144	-0.562	-0.163
O	-3.155	-6.586	-6.123	0.32	0.413	-0.029
O	2.173	5.077	-4.96	0.103	0.306	-0.296
O	-8.043	6.328	25.168	0.596	0.084	0.12
O	-0.831	0.956	-4.656	0.136	-0.315	-0.016
O	0.828	4.588	-1.269	0.057	-0.162	-0.16
O	-5.512	8.102	22.066	0.108	0.035	0.309
O	1.688	-1.257	23.243	0.29	0.545	-0.099
O	-5.66	-3.762	-6.458	0.115	-0.088	-0.277
O	2.529	2.831	-0.355	-0.258	0.06	-0.324
O	-5.42	-5.675	-3.409	-0.097	0.218	-0.71
O	5.692	-4.417	-5.342	-0.271	0.254	-0.038
O	4.016	7.243	-6.104	0.201	-0.127	0.021
O	-0.026	-2.847	22.179	-0.068	0.077	0.181
O	-7.091	7.412	-1.138	-0.31	0.23	-0.099
O	-6.772	-3.411	-3.373	-0.151	-0.204	-0.011
O	1.853	-6.733	22.92	0.296	0.074	0.174
O	-1.834	6.415	23.008	0.207	0.191	0.426
O	4.094	5.652	-3.236	0.098	-0.483	0.107
O	6.517	-0.86	-1.319	-0.354	0.012	-0.125
O	5.786	7.57	-2.785	0.218	-0.518	-0.065
O	-0.105	5.55	-6.211	-0.089	0.122	0.116
O	6.397	6.819	23.493	-0.407	-0.348	-0.033
O	0.381	-3.005	-7.214	-0.242	-0.231	-0.262
O	-6.381	-3.586	22.975	-0.049	-0.037	0.192
O	-0.952	-3.856	25.431	-0.33	0.36	-0.104
O	-4.349	-8.02	25.134	-0.495	-0.286	-0.406
O	-5.415	0.618	-7.172	-0.273	-0.339	-0.191
O	7.146	1.315	-2.721	-0.211	0.066	-0.097
O	-2.586	1.891	25.495	-0.385	-0.325	-0.348
O	-1.731	4.084	24.248	0.404	0.18	-0.053
O	6.874	4.994	-4.35	-0.353	0.023	0.587
O	2.221	1.754	24.182	-0.366	-0.184	-0.227
O	-5.263	-5.618	25.324	-0.446	-0.244	-0.084
O	-2.916	6.14	25.321	0.169	-0.131	0.087
O	-5.853	3.113	-6.65	0.35	-0.164	0.138
O	6.115	-6.376	-3.797	0.374	0.261	-0.025
O	-5.371	0.048	-0.443	-0.021	-0.007	-0.492
O	-5.482	8.022	-3.142	0.372	-0.47	-0.466
O	-6.563	-4.726	-1.173	0.166	-0.715	-0.029
O	5.834	-0.678	-3.854	-0.317	-0.256	-0.112
O	1.318	1.264	-6.246	0.641	-0.027	0.227
O	7.624	0.283	25.162	-0.307	0.572	-0.06
O	-7.943	-0.987	-3.189	0.343	0.203	0.22
O	2.602	-5.555	25.042	0.106	0.15	0.257
O	-6.206	-1.6	-5.089	0.076	0.537	-0.068
O	2.103	3.332	26.297	-0.148	0.392	-0.085
O	1.718	-7.791	-5.764	-0.114	-0.73	-0.351
O	6.71	3.111	-6.153	0.194	0.047	0.202
O	-0.853	-7.275	-5.055	0.154	-0.234	0.127
O	4.133	0.564	22.963	-0.113	-0.475	0.041
O	4.054	1.134	-4.385	0.196	0.455	-0.516
O	-6.797	-1.275	24.196	0.155	0.132	0.557
O	3.003	-2.194	-3.51	0.572	0.065	-0.011
O	4.623	1.644	25.304	0.317	0.383	-0.279
O	3.74	-5.284	-3.399	0.259	0.24	-0.141
O	1.194	-6.171	-3.836	-0.375	-0.159	-0.025
O	-1.392	-2.129	-5.5	-0.155	-0.471	-0.002
O	3.124	3.279	-3.199	-0.167	0.174	0.335
O	0.672	-5.437	-6.284	-0.242	-0.01	-0.319
O	1.206	-1.415	-5.321	-0.098	0.64	0.445
O	-7.225	-4.084	26.292	-0.355	-0.557	-0.328
O	-2.922	-0.523	-4.037	-0.444	0.095	0.229
O	-7.896	1.283	-6.689	0.06	-0.483	0.472
O	-7.6	3.349	-3.447	0.524	-0.363	-0.018
O	-5.117	-3.004	25.231	0.553	0.245	0.113
O	4.849	-7.747	24.882	-0.532	0.357	-0.243
O	-4.164	-1.536	-6.744	0.305	-0.37	-0.326

Results
total energy: -101657.589 eV
total energy less fixed offsets of O -438.25, Si -107.07 eV per atom: -4.389 eV
